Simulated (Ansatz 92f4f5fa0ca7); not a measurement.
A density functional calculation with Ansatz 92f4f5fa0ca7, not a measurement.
Periodic cell of 286 atoms, Si144O106H32N4, with a vacuum gap, from a study of silicon, its oxide and their interface. The atomic structure is a simulated model.

Settings
functional: r2SCAN
potential files: Ansatz PAW
basis: plane waves
wave-function cutoff: 800 eV
density cutoff ratio: 5
exchange-correlation grid ratio: 1
k mesh: 1 x 1 x 1, shifted by 0.5 0.5 0 of a step
self-consistency stop: 1e-11 eV per atom in the density residual
occupations: fixed
spin: none
net charge: 0
applied field: sawtooth along c, amplitude -0.015 V/angstrom in the program's sign convention, ramp centred at 0.9897 of c and 0.0207 of c wide, no dipole correction

Cell vectors (angstrom)
a  10.887  0  0
b  0  10.887  0
c  0  0  48.3887

Atoms and the computed forces on them: element, x, y, z (angstrom), force x, y, z (eV/angstrom)
Si  -0.4475  -0.3346  34.5099  -0.0032  -0.0089  -0.0133
Si  3.1024  2.4419  34.3666  0.0053  0.0063  -0.0169
Si  -0.369  5.6372  34.9111  0.0013  -0.0078  -0.0157
Si  3.1991  7.5479  34.5664  -0.007  0.0014  -0.0135
Si  5.3853  0.2598  34.7033  0.0054  -0.003  -0.013
Si  7.7152  3.2898  34.841  0.0114  -0.0001  -0.0112
Si  5.4076  5.3667  35.0504  -0.0003  0.0016  -0.0095
Si  8.3809  7.8853  34.9773  -0.007  0.0055  -0.0146
Si  1.1875  1.3109  35.507  0.0029  -0.0138  -0.0124
Si  3.9675  3.9083  36.0937  0.0088  -0.0052  -0.0128
Si  1.4442  6.6977  35.9744  -0.0038  0.0066  -0.0122
Si  4.1488  9.4155  35.791  -0.0041  0.003  -0.0131
Si  6.7873  1.4816  36.0864  -0.006  0.0101  -0.0105
Si  9.3349  4.2018  36.2869  -0.0085  0.0063  -0.0111
Si  6.7948  6.7669  36.2562  0.006  -0.0069  -0.0112
Si  9.4826  9.4512  36.2938  0.0045  -0.0042  -0.015
Si  -0.0315  2.6536  37.1967  -0.0001  0.0141  0.012
Si  2.6335  -0.0465  37.0645  0.0051  0.0006  -0.0055
Si  0.1043  8.0932  37.4361  -0.0067  -0.0057  0.0035
Si  2.655  5.3251  37.4168  -0.0023  0.0056  0.0106
Si  5.4006  2.7045  37.503  0.0054  0.0042  0.0101
Si  8.1072  0.0443  37.4396  -0.0075  -0.0088  0.0084
Si  5.4041  8.2158  37.4041  0.0074  -0.0044  0.015
Si  8.0986  5.4968  37.7026  -0.0027  -0.0023  0.0054
Si  1.2745  3.9814  38.7075  -0.0059  0.0059  0.0207
Si  3.9781  1.2645  38.6501  -0.0017  -0.0041  0.0198
Si  1.4171  9.5526  38.6806  -0.0153  -0.0167  0.0103
Si  4.0528  6.7707  38.7036  0.0051  -0.0123  0.0238
Si  6.7357  4.059  38.901  0.0133  0.0024  0.0022
Si  9.552  1.3652  38.7003  -0.0101  0.0039  0.0307
Si  6.7523  9.5567  38.7749  0.0124  -0.0089  0.0185
Si  9.576  6.8379  38.8709  -0.0014  0.0004  0.0024
Si  0.0128  0.0003  40.0591  0.0594  -0.0549  0.182
Si  2.6807  2.6687  40.0591  0.0287  -0.0108  0.1792
Si  0.0031  5.3789  40.1351  -0.0097  0.0307  0.1695
Si  2.7368  8.1642  40.0669  -0.0369  0.0287  0.1781
Si  5.3719  -0.0099  40.0978  -0.0216  0.0532  0.185
Si  8.1944  2.6879  40.1221  -0.0568  0.0352  0.1747
Si  5.388  5.4707  40.1521  0.0056  -0.0049  0.189
Si  8.155  8.2204  40.1349  0.023  -0.0364  0.1706
Si  1.3433  1.348  41.4605  0.0951  -0.0551  0.2238
Si  4.0367  4.0675  41.4412  -0.0394  -0.0231  0.2464
Si  1.3783  6.7926  41.4274  -0.0243  -0.0372  0.242
Si  4.0834  9.4937  41.4722  -0.0721  0.0071  0.3092
Si  6.7992  1.3273  41.4354  -0.1272  0.1025  0.2541
Si  9.529  4.0485  41.4996  -0.0392  0.0816  0.4085
Si  6.7927  6.8187  41.4725  0.0077  0.0512  0.3082
Si  9.5308  9.5678  41.4608  -0.0047  -0.0585  0.3102
Si  0.0237  2.7177  6.9853  -0.0111  0.0669  -0.1467
Si  2.717  -0.0134  6.9107  0.0543  0.0556  -0.3957
Si  0.0064  8.1651  6.8809  0.0002  0.0562  -0.3707
Si  2.7283  5.4587  6.9393  0.0063  0.0188  -0.2501
Si  5.4644  2.728  6.8722  0.0074  -0.1356  -0.4215
Si  8.1625  0.0052  6.9643  0.0665  -0.058  -0.1446
Si  5.4415  8.1585  6.9723  -0.0133  -0.0341  -0.2543
Si  8.1669  5.4416  6.9149  0.0878  -0.0463  -0.4435
Si  1.3959  4.1245  8.3244  0.0088  -0.0405  -0.162
Si  4.1013  1.3783  8.2121  -0.0115  0.0109  -0.1867
Si  1.3653  9.5053  8.2573  -0.0146  -0.0007  -0.2017
Si  4.069  6.8104  8.3428  -0.0225  0.034  -0.1674
Si  6.8144  4.0751  8.2544  0.0286  -0.0178  -0.2078
Si  9.5366  1.3591  8.3345  0.0256  -0.0379  -0.1665
Si  6.8249  9.4904  8.3216  -0.0074  0.0222  -0.1572
Si  9.5496  6.8019  8.2347  0.0019  -0.0199  -0.2042
Si  0.0485  -0.035  9.6415  0.015  0.0249  -0.0112
Si  2.8282  2.767  9.6184  -0.003  -0.0113  -0.011
Si  0.0302  5.5286  9.6493  0.0151  0.0134  -0.0209
Si  2.6622  8.178  9.7014  0.016  0.004  -0.023
Si  5.4094  0.0027  9.5756  -0.0061  -0.0048  -0.0054
Si  8.1902  2.7744  9.6574  -0.0117  -0.0077  -0.0185
Si  5.4728  5.4198  9.6242  -0.0076  -0.0064  -0.0159
Si  8.2182  8.096  9.6471  -0.0035  0.0073  -0.0171
Si  1.4641  1.3883  10.8973  0.0084  -0.0104  -0.0039
Si  4.1682  4.1135  11.0568  0.0027  -0.0162  -0.0052
Si  1.2873  6.876  11.1498  -0.0071  0.0022  -0.0046
Si  4.0237  9.5955  10.9788  -0.0036  0.0181  -0.007
Si  6.7785  1.351  10.8869  -0.0087  -0.0033  -0.009
Si  9.6017  4.1714  10.9934  0.0012  -0.004  -0.0112
Si  6.87  6.6942  10.9898  0.004  0.0037  -0.0078
Si  9.6109  9.4264  10.99  0.0024  0.0002  -0.0114
Si  0.1496  2.7835  12.2194  0.003  -0.007  0.0175
Si  2.723  0.1098  12.4167  -0.0065  0.0038  0.0263
Si  -0.0427  8.2249  12.6852  0.0012  0.0049  0.0176
Si  2.7134  5.4857  12.3817  0.0077  0.0053  0.0094
Si  5.5745  2.6873  12.3825  0.001  0.0026  0.0128
Si  8.2025  -0.016  12.113  0.0015  -0.002  0.0155
Si  5.4561  8.1724  12.1287  0.0004  -0.0036  0.0171
Si  8.2537  5.3947  12.4934  -0.0048  0.0007  0.0122
Si  1.6583  3.8464  13.7066  0.0031  -0.0093  -0.0323
Si  3.9558  1.6744  13.7495  -0.0067  -0.0074  -0.029
Si  1.0028  10.1011  13.7946  0.0058  0.0032  -0.0301
Si  4.1693  6.88  13.553  0.0016  -0.0024  -0.0228
Si  7.4061  3.5034  13.67  -0.0045  -0.0013  -0.0247
Si  9.6349  1.3323  13.3296  0.0062  -0.0043  -0.012
Si  6.9576  9.3932  13.3822  0.0034  -0.0021  -0.0152
Si  9.0754  7.113  13.9668  0.0007  0.0112  -0.0372
Si  3.8349  -6.8725  17.6954  -0.0038  0.0054  -0.0414
Si  1.4992  18.8835  22.746  0.0026  0.007  -0.0445
Si  16.9654  -11.803  28.2119  -0.003  0.0022  -0.0552
Si  -23.8145  -7.7312  21.0007  -0.0045  -0.0017  -0.048
Si  -10.2662  6.0035  25.0816  -0.0045  0.002  -0.0505
Si  -6.2999  -6.9548  22.0599  0.0017  0.0042  -0.0452
Si  1.6289  0.0002  20.044  0.0011  -0.0005  -0.035
Si  17.8118  11.8112  20.4663  0.0028  0.0056  -0.034
Si  5.4348  -0.0496  15.8071  -0.0073  0.001  -0.0429
Si  -5.1092  26.8845  15.5276  0.0005  -0.0011  -0.04
Si  3.0315  8.9086  15.8207  -0.0015  0.0062  -0.044
Si  -17.5715  12.7149  19.6832  -0.001  0.0042  -0.035
Si  5.9865  -1.5501  21.3085  0.0051  0  -0.0304
Si  7.4477  -3.4576  19.5516  0.0023  -0.0051  -0.0427
Si  24.393  7.838  20.1835  -0.0042  -0.0038  -0.0398
Si  14.6721  10.0726  23.1134  -0.0032  -0.0027  -0.0403
Si  -4.5885  -12.1519  25.037  0.0044  -0.0012  -0.0709
Si  -7.6543  4.3703  28.7683  -0.0078  -0.0007  -0.0468
Si  -8.6097  12.8709  26.7612  -0.0042  0.0012  -0.0534
Si  4.8306  6.0274  19.9551  -0.0003  -0.0036  -0.0351
Si  2.9406  -11.7255  28.1492  0.006  0.0028  -0.0485
Si  9.1259  3.5952  17.8943  0.0036  0.0048  -0.0511
Si  7.9923  0.7044  17.6441  -0.0114  0.0019  -0.0386
Si  -12.2178  -17.7614  32.7175  0.0006  0.0014  -0.0491
Si  18.2674  -3.1201  23.2453  0.0028  0.0021  -0.033
Si  -13.7186  -4.512  16.8059  0.0003  -0.0021  -0.0436
Si  -0.0123  1.2895  22.3557  -0.0038  -0.0111  -0.0431
Si  -13.5683  -11.2933  22.9663  0.0013  -0.0023  -0.0343
Si  1.1236  -14.3268  17.761  0.0077  -0.0035  -0.0369
Si  -4.8976  3.9144  29.767  -0.0011  -0.0013  -0.0429
Si  19.0489  5.9368  30.944  -0.0042  0.0037  -0.0443
Si  -21.2907  -7.8924  24.8191  0.0039  -0.0012  -0.0487
Si  -14.3689  -6.236  23.2177  -0.0046  -0.0004  -0.045
Si  -9.986  15.4434  16.6869  0.0025  -0.0005  -0.059
Si  -9.5733  19.7242  32.5406  -0.0073  0.0073  -0.0485
Si  -0.4061  7.5893  30.1139  0.0022  -0.0029  -0.0466
Si  7.8837  1.6126  28.8115  0.0002  -0.0049  -0.0444
Si  -8.932  0.3432  30.7874  -0.0026  0.002  -0.0526
Si  7.7776  -0.7569  33.0193  0.0033  -0.0069  -0.0256
Si  -0.6473  -1.009  18.5284  -0.0006  -0.0023  -0.036
Si  -3.059  8.7682  30.3506  -0.0058  -0.0089  -0.0537
Si  -12.6501  4.448  25.4077  -0.0113  0.0056  -0.0462
Si  -8.1066  2.0829  23.7005  0.0022  -0.0002  -0.0563
Si  -0.7061  13.5901  27.4499  0.0055  0.011  -0.0535
Si  -12.2169  -2.4201  21.2817  -0.0011  0.0007  -0.0404
Si  21.2049  -8.7305  30.3522  -0.0021  -0.0064  -0.0621
Si  12.6746  28.8901  27.8422  0.001  -0.0045  -0.0533
Si  -7.3274  13.8401  31.3094  0.0043  0.0043  -0.067
O  -0.6393  3.3012  31.4663  -0.0045  0.0108  0.0236
O  4.1426  -3.4027  19.7802  -0.0003  0.004  0.009
O  2.8245  -7.7727  27.7999  0.0081  0.0157  0.0267
O  -3.1254  8.6502  33.6799  0.0021  -0.0104  0.0171
O  -12.4108  -2.154  29.7971  -0.0003  -0.0005  0.0098
O  -10.3809  11.945  30.8249  0.0039  -0.0029  0.0139
O  -14.1457  4.4042  24.8247  0.0107  -0.0021  0.0255
O  -1.7538  10.9161  33.5285  0.013  0.004  0.0226
O  1.1283  6.6596  26.4526  0.0116  0.0112  0.0398
O  17.2711  -0.0457  33.4394  -0.0129  0.0048  0.0287
O  13.492  0.4361  27.1775  0.0037  -0.0132  0.0249
O  -11.8945  5.8558  25.0801  0.0017  -0.002  0.0112
O  6.1999  9.777  26.6215  -0.0023  0.0059  0.0447
O  6.1081  18.9585  22.2957  0.0037  -0.0014  0.0131
O  13.5442  27.602  28.3424  0.0057  -0.0076  0.0188
O  -3.3679  7.3981  31.1554  -0.0014  -0.0002  0.0221
O  0.1676  8.2969  21.8622  0.009  -0.0022  0.0151
O  -0.2544  3.6362  17.3235  -0.0083  -0.003  0.0147
O  0.9453  4.3875  15.0741  -0.0033  0.0063  0.0185
O  6.5105  6.3201  16.3048  0.0065  0.004  0.0169
O  10.8253  8.5375  17.8298  -0.0053  0.0078  0.0149
N  11.4936  -8.5887  26.4093  -0.0031  -0.0029  0.0339
O  -4.8966  3.9754  22.8644  0.0069  0.0012  0.0166
O  -2.1636  7.2456  20.5686  0.0046  0.0041  0.0168
O  8.3741  -5.9745  17.3813  0.0016  -0.0062  0.0152
O  6.8587  3.9863  15.1257  -0.0045  0.0073  0.0101
O  5.151  5.7425  14.1929  0.0089  -0.0072  0.0255
O  -8.5163  9.2688  23.3105  0.0022  0.0028  0.0183
O  7.9721  8.3053  14.0308  0.0007  -0.0076  0.0166
O  -6.6517  13.4311  18.2336  0.0021  -0.0087  0.0208
O  2.2762  -1.479  20.0453  0.0007  0.0039  0.0077
O  6.5929  0.356  16.8803  0.0134  0.0033  0.0212
O  -2.0394  1.506  30.1232  0.0083  0.0005  0.0197
O  -3.976  2.8828  28.9464  -0.0066  0.0091  0.0172
O  8.0408  7.4505  18.0327  -0.0043  0.0069  0.0259
O  -3.4944  -0.2387  24.3781  -0.0093  -0.0018  0.0295
O  2.8174  2.7813  14.1713  -0.0032  0.0072  0.0003
O  -2.3337  2.369  14.0762  -0.0057  0.0053  0.0004
O  4.2701  9.8265  16.3507  0.0006  -0.0014  0.0159
O  9.5634  11.3789  22.9586  -0.0016  0.0012  0.0191
O  3.5254  7.8371  14.7107  -0.0042  0.0064  0.0147
O  -8.8347  10.3297  29.4588  -0.0079  0.0074  0.0309
O  6.4346  6.1745  19.7635  -0.0012  0.0022  0.0087
O  1.7993  9.7726  15.1973  0.0054  -0.0082  0.0232
O  6.1922  -0.7761  14.6019  -0.0088  0.0081  0.0223
O  3.424  -18.3393  23.0675  -0.0103  -0.0071  0.0136
O  17.4657  -2.0955  19.8724  -0.0049  0.0071  0.0148
O  7.4461  2.3357  21.0152  0.0022  0.0056  0.0157
O  4.4492  5.3997  21.3997  -0.0024  -0.0074  0.0256
O  9.2051  10.5134  17.4321  0.0037  -0.002  0.0177
O  -1.802  3.7149  19.5104  -0.0016  -0.0034  0.0244
N  -3.8802  10.6904  21.7223  0.0071  -0.0032  0.0134
O  5.4372  0.8039  19.8211  0.0036  -0.0023  0.0189
O  -4.3927  -17.4633  34.3302  -0.0009  0.0005  0.0129
O  -6.4429  -12.0058  21.6463  -0.0074  0.0036  0.0273
O  2.783  11.9866  19.8372  -0.0023  -0.0031  0.0171
O  0.6295  6.125  16.9905  0.0005  0.0077  0.0162
O  4.6454  1.2208  15.1734  0.01  -0.0068  0.0254
O  -2.4612  2.2394  17.3369  0.0012  -0.0007  0.0122
O  -0.6775  -8.5216  21.3507  0.0072  -0.0047  0.0289
O  -1.8055  6.6756  15.5672  -0.0036  -0.0036  0.0251
O  4.5067  -0.8059  28.5438  0.0006  0.0007  0.0128
O  -2.3782  -5.7169  32.3072  0.0078  -0.0115  0.032
O  -20.587  -6.3984  24.8572  0.0011  0.0014  0.0161
O  -16.6139  3.219  31.0169  -0.0093  -0.0057  0.0202
O  4.5061  -7.9838  20.8319  0.0016  0.0051  0.0209
O  -11.0912  0.3115  14.1556  -0.0002  0  0.0046
O  2.4405  -13.6888  17.0694  -0.0093  -0.0082  0.0226
O  9.6598  -12.2464  20.0311  -0.0028  -0.0069  0.0285
O  15.5143  4.3815  16.357  -0.0075  -0.0037  0.0175
O  15.1111  5.0859  18.815  0.0051  0.0079  0.022
O  -10.2543  -3.4632  28.9133  -0.0194  0.0061  0.0389
O  -10.4569  -13.7499  31.4485  0.0147  0.0087  0.0375
O  -34.9651  -6.7012  22.207  -0.0047  0.0056  0.0202
O  -8.6188  4.0741  17.3754  0.0078  -0.0011  0.0146
O  -0.099  2.8389  28.9499  0.0001  -0.0051  0.0395
O  -6.0339  -17.2696  28.7721  0.0102  -0.0035  0.0207
O  7.7116  -0.9026  31.4085  0.0014  0.013  0.0526
O  -9.7811  -3.8895  23.9252  -0.0063  -0.0146  0.0228
O  14.037  12.3149  30.8938  0.0043  0.004  0.0084
O  4.1896  -9.6525  34.1483  0  -0.0018  0.0083
O  -1.429  -6.7876  26.9589  0.0042  -0.0097  0.0265
O  0.908  0.2964  21.4672  -0.0053  0.0071  0.022
O  -9.3119  -3.8663  19.2535  0.0051  0.005  0.0269
O  -13.8999  11.4725  19.234  -0.0062  0.0035  0.0238
O  -6.0554  -1.0998  24.334  0.009  -0.0014  0.0248
O  0.5539  -10.8282  18.827  0.0074  0.0035  0.0178
O  8.6533  13.8189  33.5349  -0.0139  -0.0052  0.0307
O  -7.89  2.1992  25.3124  -0.0038  0.0013  0.0385
O  6.7753  -2.0646  29.1156  0.0154  -0.0032  0.0345
O  2.4817  7.8822  33.1302  0.0151  -0.0075  0.0349
O  -1.0872  -7.6642  24.5659  0.0007  0.0022  0.0126
O  -1.2659  -4.6857  30.2379  -0.0071  -0.0028  0.0171
O  -3.2961  6.2238  23.0862  0  -0.0058  0.0212
O  -10.5093  -1.5299  33.751  -0.01  0.013  0.0288
O  -7.3982  0.7769  23.1011  -0.0029  0.0062  0.0218
O  -0.1265  15.5734  33.5832  0.0061  0.0092  0.0206
O  6.9121  8.1457  24.7499  -0.0063  0.0062  0.0282
N  -2.2467  8.8256  22.7135  -0.005  0.0016  0.0331
O  3.0992  14.0538  32.8671  -0.0093  -0.008  0.0568
O  2.0441  10.1728  31.9943  -0.0019  -0.0095  0.0283
O  -8.2954  -13.238  27.6193  -0.0003  0.0031  0.0152
O  -8.4154  -3.6038  21.6887  -0.0066  0.0036  0.026
O  -1.3535  6.8603  34.4327  -0.0035  -0.0015  0.0109
N  -20.7211  -8.8669  23.5273  0.0048  0.0099  0.0218
O  -4.0029  0.3941  28.6369  0.0039  0.0054  0.0233
O  7.034  5.0684  30.1901  0.0083  0.01  0.0133
O  -1.9731  1.6733  27.5469  -0.0106  -0.0033  0.0263
O  -6.5007  -4.4593  34.2332  0.0007  -0.001  0.0051
O  2.7806  14.8625  30.295  0.0027  -0.01  0.0354
H  0.537  2.185  42.393  0.2918  -0.3651  -0.2925
H  2.1688  0.5299  42.393  -0.2887  0.2388  -0.2739
H  3.2405  4.9141  42.3737  0.1622  -0.5174  -0.2147
H  4.8843  3.2723  42.3737  -0.28  0.1923  -0.2836
H  2.205  5.9758  42.3598  -0.2441  0.4441  -0.2291
H  0.5567  7.6146  42.3598  0.1862  -0.2879  -0.2864
H  4.9121  8.6789  42.4047  -0.3401  0.3432  -0.2677
H  3.2656  10.3195  42.4047  0.2018  -0.322  -0.2623
H  7.6335  0.5182  42.3678  -0.4849  0.1964  -0.2572
H  5.9975  2.1686  42.3678  0.2977  -0.2025  -0.2503
H  10.3661  3.2423  42.4321  -0.3718  0.3068  -0.2385
H  8.7165  4.8795  42.4321  0.2206  -0.2779  -0.2646
H  7.6137  5.996  42.405  -0.2393  0.239  -0.3057
H  5.9675  7.637  42.405  0.399  -0.3152  -0.2256
H  8.6957  10.3761  42.3932  0.484  -0.2142  -0.2254
H  10.3406  8.7342  42.3932  -0.2227  0.2529  -0.2698
H  0.8301  1.8807  6.0529  -0.2385  0.3634  0.3061
H  -0.8134  3.5239  6.0529  0.287  -0.2492  0.2954
H  1.8915  0.8047  5.9782  0.2665  -0.3592  0.2259
H  3.5348  -0.8393  5.9782  -0.2754  0.33  0.2346
H  -0.8034  8.9987  5.9484  0.2811  -0.2845  0.2434
H  0.828  7.3431  5.9484  -0.3085  0.3162  0.2452
H  1.9016  6.2755  6.0069  0.3455  -0.2686  0.294
H  3.5245  4.6121  6.0069  -0.211  0.3272  0.3073
H  6.2662  1.8867  5.9397  -0.2703  0.3781  0.2098
H  4.6168  3.5232  5.9397  0.3437  -0.1984  0.2649
H  7.3282  0.8143  6.0319  0.2907  -0.3095  0.3311
H  8.9975  -0.8031  6.0319  -0.2719  0.2836  0.2992
H  6.2668  7.3402  6.0399  -0.364  0.2191  0.2828
H  4.6127  8.9733  6.0399  0.3307  -0.2564  0.2977
H  8.9793  4.6106  5.9825  -0.2956  0.2722  0.2165
H  7.3459  6.2643  5.9825  0.3175  -0.2781  0.2431

Results
free energy: -154613.974 eV
free energy less fixed offsets of H -15.71, N -386.36, O -570.45, Si -639.56 eV per atom: -1.474 eV

The program warned: the cutoff lies below the one the program advises for these potential files; the forces do not sum to zero within the program's tolerance; empty levels may hold ghost states of the PAW files; the exchange-correlation potential is rough where the density is thin.
